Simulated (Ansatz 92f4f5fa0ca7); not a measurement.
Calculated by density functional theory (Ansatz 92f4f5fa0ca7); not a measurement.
Periodic cell of 222 atoms, Si131O89P2, from a study of silicon, its oxide and their interface. The atomic structure is a simulated model.
Doubt: the cutoff is far below the 930 eV that the study's wrapper takes by default for these files, so forces and energies are approximate.
This geometry differs little from another in the collection (a relaxation step or a small displacement).

Settings: functional PBE; potential files Ansatz PAW; basis plane waves; wave-function cutoff 580 eV; density cutoff ratio 5; exchange-correlation grid ratio 1; k mesh 1 x 1 x 1, Gamma-centred; self-consistency stop 5e-08 eV per atom in the density residual; occupations fixed; spin none; net charge 0.

Cell vectors (angstrom)
a  10.938  0  0
b  0  10.938  0
c  0  0  32.1988

Atoms and the computed forces on them: element, x, y, z (angstrom), force x, y, z (eV/angstrom)
Si  10.6293  0.2842  24.8507  0.0172  -0.0084  -0.0057
Si  5.6388  10.7571  24.8227  0.0172  -0.0141  -0.1726
P  2.3941  2.9952  24.6062  0.0467  -0.0347  0.0404
Si  8.451  2.5234  24.827  -0.008  0.0037  -0.0216
P  0.1249  5.3057  24.6115  -0.0097  0.0198  0.0015
Si  5.1207  5.7201  24.6891  0.0138  -0.0049  0.0215
Si  2.8713  7.9636  24.619  0.0031  0.0118  0.0055
Si  7.8588  8.5147  24.6474  -0.0311  0.0003  -0.0538
Si  1.415  1.429  26.025  0.0097  0.0061  -0.0096
Si  6.8561  1.3606  26.1386  -0.0095  0.0006  -0.0185
Si  4.0118  4.0148  25.9576  -0.0096  -0.0065  0.0006
Si  9.6649  4.1441  26.0626  -0.0017  0.0212  0.016
Si  1.3124  6.7469  25.9922  -0.0046  -0.0063  0.0048
Si  6.7654  6.8598  25.9821  -0.0009  0.0062  0.0096
Si  4.0353  9.5248  26.0312  -0.0024  -0.0045  0.0068
Si  9.4694  9.5841  26.0776  0.0006  -0.0028  -0.0011
Si  2.7061  -0.0106  27.3853  0.0095  0.0058  -0.0211
Si  8.1675  -0.0229  27.5176  -0.0033  -0.0058  0.0111
Si  0.0397  2.753  27.4458  0.0001  -0.0073  0.0081
Si  5.4453  2.7577  27.3904  -0.0147  0.0063  -0.0119
Si  2.705  5.4219  27.3867  0.0085  0.0117  0.0091
Si  8.1832  5.4939  27.3424  0.0047  -0.002  -0.0187
Si  -0.029  8.1865  27.3498  0.0028  -0.0074  -0.0065
Si  5.4386  8.2013  27.4241  -0.0018  -0.0073  -0.0164
Si  4.0877  1.3627  28.7571  0.0002  -0.0044  0.0032
Si  9.5857  1.3661  28.7944  0.0042  0.0071  0.0128
Si  1.3657  4.1121  28.8192  -0.0047  0.0029  0.0115
Si  6.8351  4.1203  28.7455  0.0034  -0.0067  -0.0038
Si  4.0861  6.8049  28.7603  -0.006  -0.0019  -0.0002
Si  9.5474  6.8394  28.7484  -0.0004  -0.0004  0.0038
Si  1.3428  9.5516  28.7444  -0.0004  0.0028  -0.0015
Si  6.7895  9.5503  28.8334  0.0042  0.0048  0.0008
Si  0.009  -0.0109  30.146  -0.0049  -0.0039  -0.0018
Si  5.4478  0.0136  30.1593  0.0012  0.0005  0.0009
Si  2.7383  2.7307  30.1507  0.0015  0.004  0
Si  8.2004  2.7449  30.1343  -0.0027  -0.0026  -0.0023
Si  -0.0176  5.4849  30.1461  0.0057  0  0.0023
Si  5.4699  5.466  30.1396  -0.0025  0.0029  -0.0012
Si  2.7248  8.1961  30.1272  0.0024  -0.0025  -0.0018
Si  8.2021  8.1963  30.1525  -0.0023  0.0028  -0.0008
Si  1.3673  1.3673  31.515  0.0526  -0.0543  0.0059
Si  6.8362  1.3673  31.515  0.0374  0.1026  -0.0884
Si  4.1018  4.1018  31.515  0.0662  -0.056  -0.0041
Si  9.5708  4.1018  31.515  -0.0605  0.0656  -0.057
Si  1.3673  6.8362  31.515  -0.0666  0.0643  -0.0832
Si  6.8362  6.8362  31.515  -0.0138  -0.0364  0.0176
Si  4.1018  9.5708  31.515  -0.1678  -0.0667  -0.0768
Si  9.5708  9.5708  31.515  -0.0176  -0.001  -0.0048
Si  2.7345  0  0.6835  0.0251  -0.0552  0.1323
Si  8.2035  0  0.6835  -0.0451  0.0432  -0.065
Si  0  2.7345  0.6835  -0.0457  -0.0139  0.0769
Si  5.469  2.7345  0.6835  0.1146  -0.0238  0.0334
Si  2.7345  5.469  0.6835  -0.0262  0.1397  -0.1158
Si  8.2035  5.469  0.6835  0.053  -0.1179  0.1104
Si  0  8.2035  0.6835  0.119  -0.0857  -0.0077
Si  5.469  8.2035  0.6835  -0.0082  0.0318  0.0816
Si  4.1257  1.3569  2.0572  0.0004  0.0043  -0.0029
Si  9.5671  1.3561  2.055  -0.0012  -0.0053  -0.0008
Si  1.3713  4.118  2.0384  0.002  0.0033  -0.0014
Si  6.8495  4.0853  2.0608  -0.0018  -0.0008  -0.0012
Si  4.106  6.8288  2.0565  0.001  -0.0017  0.0009
Si  9.5803  6.8351  2.0529  -0.0007  0.0029  -0.0021
Si  1.3825  9.5492  2.0538  -0.0038  -0.0023  -0.0026
Si  6.8283  9.5912  2.0522  0.0047  0.0004  -0.0006
Si  -0.0034  -0.0339  3.3921  0.0086  0.0065  0.0096
Si  5.4916  0.0109  3.4749  -0.0049  0.0012  -0.0001
Si  2.7778  2.7802  3.369  -0.0018  -0.0084  0.0054
Si  8.1933  2.697  3.4522  -0.0024  0.0053  -0.0025
Si  0.0228  5.4776  3.435  -0.0017  -0.0007  -0.0026
Si  5.4848  5.4638  3.4117  -0.0016  -0.0033  0.0085
Si  2.7696  8.2069  3.4504  -0.0022  0.0008  -0.0027
Si  8.2086  8.225  3.3834  0.0012  -0.0013  0.0125
Si  1.3975  1.3862  4.6386  -0.0073  -0.0008  -0.0194
Si  6.8468  1.3496  4.912  0.0011  -0.0025  0.0031
Si  4.1592  4.0825  4.8089  0.0027  0.0104  -0.012
Si  9.5793  4.082  4.7648  -0.0007  -0.0019  0.0035
Si  1.4172  6.8295  4.8221  0.001  0.0021  0.0005
Si  6.8311  6.8834  4.7362  0.0049  0.0051  -0.0002
Si  4.1376  9.5756  4.8511  0.0024  0.0007  0.0061
Si  9.5602  9.5498  4.7949  -0.0126  -0.006  -0.0089
Si  2.7488  0.1079  6.0692  0.0076  -0.0046  0.0032
Si  8.2075  -0.0623  6.27  0.0039  0.0033  0.0016
Si  0.0323  2.6698  6.0443  -0.0023  0.0014  0.009
Si  5.4775  2.725  6.3003  -0.0012  -0.0085  -0.0015
Si  2.8183  5.4743  6.1845  0.002  0.0012  0.007
Si  8.1793  5.4753  6.051  -0.0021  0.0046  -0.0013
Si  0.0165  8.184  6.1585  -0.0006  -0.0044  -0.001
Si  5.5329  8.2201  6.2373  0.0029  -0.0005  0.0047
Si  3.8382  1.5707  7.613  -0.0006  -0.0043  0.0046
Si  9.8404  1.1394  7.4556  -0.0009  0.0047  -0.0088
Si  1.6323  3.7958  7.3163  -0.0143  0.0044  -0.0049
Si  6.654  4.4137  7.4899  0.0054  0.0113  0.0076
Si  4.4099  6.6322  7.5512  0.0011  0.0062  -0.009
Si  9.3742  6.9444  7.4143  -0.0101  0.0082  -0.0168
Si  1.1422  9.9154  7.3012  -0.0004  0.0058  0.0087
Si  7.1645  9.2268  7.6774  -0.0031  -0.0086  -0.0131
O  8.3205  8.0894  7.9125  -0.0014  -0.0057  0.0186
O  2.7172  2.7335  7.9652  0.0097  -0.0023  -0.0085
O  9.5516  1.4092  24.2729  -0.0078  -0.0002  0.028
O  4.0093  6.8388  24.1561  -0.018  -0.0058  -0.0178
O  0.0272  0.0222  7.9608  0.0052  0.0024  -0.0009
O  5.5308  5.5106  8.0414  -0.0015  -0.0071  -0.0021
O  6.7261  9.6477  24.2768  -0.0366  0.0732  0.0881
O  3.867  7.3922  8.9374  -0.0013  0.0009  0.0009
O  0.8089  4.3713  8.6044  0  -0.0005  0.0038
O  9.8192  6.1775  8.8147  0.0011  -0.0018  0
O  2.1073  9.3846  8.5171  -0.0009  0.0007  -0.004
O  7.5077  3.924  8.8171  -0.0012  -0.0025  -0.0031
O  4.2693  0.9228  9.083  -0.0003  0.0014  -0.0016
O  6.7449  9.5476  9.2378  -0.0018  0.0032  -0.0025
O  9.2123  1.8577  8.8022  -0.0016  0.0015  0.0027
O  7.6948  3.1677  23.517  0.0126  -0.0089  0.0099
O  9.9174  6.4387  24.1064  0.0114  -0.0285  0.0161
O  5.0237  0.4771  23.4488  -0.0131  0.0264  0.0833
O  5.8532  5.1197  23.3412  0.0101  -0.0083  -0.0029
O  3.0252  2.2076  23.2793  0.0727  -0.0351  -0.0714
O  2.2661  8.689  23.2426  -0.0025  0.0028  0.0058
O  8.332  8.0889  23.1068  -0.0102  0.013  0.0077
O  0.2721  10.4149  23.5582  -0.0102  0.0159  0.0098
Si  4.3464  1.5936  22.4923  -0.002  -0.0211  0.058
Si  3.5028  7.9281  14.0485  -0.0001  0.0005  0.0045
Si  7.1365  0.9636  14.6971  0.0002  0.0009  0.0054
Si  0.9282  9.3475  22.5401  0.0042  -0.0118  -0.0194
Si  1.1875  4.3037  11.8974  -0.0007  -0.0008  0.0042
Si  6.2722  8.9653  15.3459  -0.0012  0.0013  0.0066
Si  0.6852  1.3619  12.3162  0.0003  0.0005  0.004
Si  8.6644  4.921  20.5978  0.0065  0.0079  -0.004
Si  0.3319  5.7079  9.3713  0.0007  0.0012  0.0043
Si  5.1139  3.1184  17.963  0.0001  0.0001  0.0022
Si  0.8841  3.7371  16.7714  -0.0022  -0.0002  0.0052
Si  10.4112  2.8077  19.2615  -0.0015  0.0024  0.0018
Si  5.2859  1.1765  10.3588  0.0015  0.0011  0.0055
Si  0.8989  0.1498  19.8535  -0.0002  0.0015  -0.0033
Si  6.6551  9.4524  10.8756  -0.0017  0.0023  0.0014
Si  9.3425  9.6791  18.3313  -0.001  -0.0003  0.0059
Si  9.4005  9.2341  12.5861  0.0009  0.0012  0.0059
Si  6.551  3.8554  22.5886  -0.0065  0.013  -0.016
Si  2.4457  8.0682  9.3895  0.0015  -0.0003  0.0041
Si  10.6306  7.3769  17.1063  -0.0012  0.0001  0.0061
Si  2.5384  6.2935  16.6065  -0.0008  0.0001  0.0044
Si  10.1818  4.4854  14.2053  0.0005  -0.0007  0.0052
Si  6.1399  9.1872  18.5423  0  0.0025  0.005
Si  7.9712  2.5669  9.5861  0.0022  0.0002  0.0035
Si  8.8846  2.138  12.465  -0.0002  0.0011  0.0047
Si  5.3724  6.2445  18.105  0.0009  0.0007  0.0025
Si  3.9251  0.5617  19.4886  0.0015  -0.0005  -0.0025
Si  4.2881  3.8328  12.067  -0.0005  0.0005  0.0053
Si  5.554  6.5967  12.1552  -0.0008  0.0004  0.005
Si  8.0311  2.4902  17.2703  -0.0005  0.001  0.0046
Si  4.3733  2.4796  14.9879  0  0  0.0052
Si  1.5523  1.2124  15.276  -0.0008  0.0009  0.0053
Si  1.5787  9.4036  12.0587  0.0001  0.001  0.0046
Si  8.0549  6.8441  13.8969  -0.0003  0.0006  0.0047
Si  10.3954  9.8325  15.4999  -0.0003  0.002  0.0049
Si  9.6162  7.181  22.6726  -0.0107  0.0101  0.0005
Si  8.1807  5.5059  17.5079  0.0008  0.0015  0.0049
O  6.0571  7.9515  11.3049  0.0004  0.0003  -0.0014
O  6.0057  9.1928  16.9247  0  0  -0.0027
O  7.6918  1.3567  13.221  -0.0001  0.0006  -0.0024
O  0.9037  1.7455  13.8859  -0.0001  0.0003  -0.0023
O  9.4913  6.2425  16.9103  -0.0008  0.0009  -0.0021
O  6.7678  6.1977  13.1589  0.0009  0.001  -0.0021
O  5.1668  4.654  18.6353  -0.0003  0.0012  -0.0005
O  9.2357  2.1009  18.3232  -0.0004  0.0007  -0.0016
O  2.3795  0.0862  19.0845  0.0016  0.0012  0.0027
O  9.4113  10.2248  16.769  0  0.0007  -0.0031
O  2.7971  4.4275  11.735  0.0001  0.0003  -0.0027
O  5.0779  10.3332  19.1377  -0.0012  0.0003  -0.0019
O  9.4287  3.2436  13.4992  -0.0004  0.0012  -0.0023
O  0.4831  1.7412  19.9902  0.0004  0.0003  0.0021
O  3.1666  1.3614  15.08  0.0003  0.0011  -0.002
O  8.2929  5.4884  19.1279  -0.0006  -0.0017  0.0054
O  3.9377  6.579  17.3971  -0.0008  0.0005  -0.001
O  4.5845  3.2863  16.4082  -0.0001  0.0002  -0.003
O  9.0641  5.6577  14.3477  -0.0007  0.0006  -0.0019
O  5.4018  2.7884  22.165  -0.0279  -0.0457  0.0165
O  10.681  4.1225  15.697  0  0.001  -0.0027
O  0.327  3.8424  18.3052  0.0009  -0.0002  -0.0021
O  10.4315  10.521  19.2141  0  0.0002  -0.0006
O  9.6597  10.0174  14.0411  -0.0007  0.0004  -0.0018
O  10.8523  8.1172  22.1788  0.006  0.0071  -0.0009
O  1.2123  2.158  16.5531  0.0001  0.0007  -0.0029
O  9.7338  3.6939  20.4568  -0.0028  0.0019  0.0025
O  8.1847  4.0389  16.8168  -0.0004  0.0003  -0.0023
O  -0.0332  9.0885  11.9191  -0.0007  0.0003  -0.0015
O  6.5875  2.3911  18.0273  0.0005  0.001  -0.0016
O  5.5916  10.7106  11.2051  -0.0009  0.0009  -0.0014
O  7.7556  9.5913  18.8539  0.0003  0.001  -0.0011
O  10.0365  1.0191  12.079  -0.0005  0.0003  -0.002
O  1.3243  6.9491  9.0797  -0.0006  0.0002  -0.0023
O  0.627  4.767  13.365  -0.0007  0.0014  -0.0023
O  5.7039  7.6302  19.0231  -0.0009  -0.0018  -0.0017
O  5.2458  5.0808  11.5373  -0.0005  0.0005  -0.0019
O  2.7363  6.9818  15.1416  -0.0004  0.0009  -0.002
O  0.9204  2.7378  11.4852  -0.0001  0.001  -0.0024
O  0.8718  10.6861  15.5679  -0.0004  0.0004  -0.0023
O  2.4161  8.5813  10.9267  -0.0004  0.001  -0.002
O  4.7072  2.425  11.2876  -0.0007  0.0007  -0.0027
O  4.27  3.5047  13.6981  -0.0002  0.0006  -0.0014
O  2.1937  4.6901  16.5279  0.0003  0.0006  -0.0022
O  10.7324  8.2495  15.7207  -0.0001  0.0006  -0.0025
O  6.952  10.2951  14.7211  -0.0003  0.0003  -0.0025
O  2.3487  8.9431  13.4421  -0.0001  0.0002  -0.0016
O  8.055  1.5521  15.928  -0.0005  0.0002  -0.0024
O  4.14  6.9921  12.8759  -0.0006  0.0007  -0.0017
O  4.1801  2.0157  18.7468  -0.0001  0.0015  0.0004
O  7.2709  4.3919  21.2417  0.0023  -0.0002  0.0087
O  8.4103  2.9115  11.1146  0.0004  0.0003  -0.0012
O  1.2266  6.8969  17.3996  0.0006  0.0005  -0.002
O  5.6687  1.5734  14.7929  -0.0015  0.0015  -0.002
O  8.1394  9.7442  11.6063  0.0001  -0.0008  -0.0016
O  9.2995  6.1194  21.4939  -0.0015  -0.0122  -0.0094
O  8.9672  7.7066  12.8869  0  0.0007  -0.002
O  1.657  0.1112  11.9016  -0.0002  0.0001  -0.0018
O  6.7152  6.1619  17.1521  -0.0009  0.0006  -0.0018
O  7.3957  7.7944  15.0685  -0.0002  0.0002  -0.0023
O  1.2183  10.2165  21.1991  0.0035  0.0018  0.0027
O  10.0431  8.2043  18.3756  0.0007  -0.0005  -0.0031
O  3.9242  0.8662  21.1023  0.0022  0.0112  0.018
O  0.3472  5.3235  10.9391  -0.0009  0.0004  -0.001
O  6.7008  1.5642  9.6452  -0.0022  0  -0.0019
O  4.789  8.7163  14.6924  0  0.0006  -0.0016

Results
free energy: -135405.223 eV
free energy less fixed offsets of O -568.88, P -755.39, Si -635.61 eV per atom: 0.787 eV

The program warned: the cutoff lies below the one the program advises for these potential files; the forces do not sum to zero within the program's tolerance; the exchange-correlation potential is rough where the density is thin.
